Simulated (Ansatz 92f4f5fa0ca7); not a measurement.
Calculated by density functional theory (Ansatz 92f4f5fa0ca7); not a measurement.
Periodic cell of 166 atoms, Si98O68, from a study of silicon, its oxide and their interface. The atomic structure is a simulated model.

Settings
functional: r2SCAN
potential files: Ansatz norm-conserving
basis: plane waves
wave-function cutoff: 1300 eV
density cutoff ratio: 4
exchange-correlation grid ratio: 1
k mesh: 2 x 2 x 1, shifted by 0.5 0.5 0.5 of a step
self-consistency stop: 5e-08 eV per atom in the density residual
occupations: Fermi-Dirac, 0.05 eV
spin: none
net charge: 0

Cell vectors (angstrom)
a 10.88 0 0
b 0 10.88 0
c 0 0 23.3733

Atoms and the computed forces on them: element, x, y, z (angstrom), force x, y, z (eV/angstrom)
Si -0.345 0.1259 -0.0418 1.2013 0.2735 -0.5065
Si 2.2999 2.7226 -0.3769 1.5761 2.4044 -1.4085
Si 0.2754 5.1929 -0.2761 1.6556 1.2824 -2.983
Si 2.9724 8.0402 -0.1103 0.4325 -1.5479 0.9522
Si 6.1697 -0.4368 0.1839 -2.6802 0.5897 -0.2272
Si 9.076 1.9611 -0.2347 -0.4116 2.7386 -0.0687
Si 4.852 6.7408 0.9208 -1.2937 -0.8373 -0.3877
Si 7.8826 8.8332 0.001 -0.7563 -0.522 -1.3476
Si 1.4586 1.2973 1.0963 -1.6707 -0.9032 2.694
Si 4.3146 4.2883 1.4266 -1.683 1.6132 -2.2381
Si 1.3684 6.6364 1.2118 2.081 -0.1895 -2.2224
Si 3.9659 9.7544 1.1541 1.011 -0.0824 0.1513
Si 6.9688 1.5504 1.084 0.4909 -1.1189 0.2133
Si 9.6455 3.4869 1.6323 0.6793 1.3711 -3.921
Si 7.0367 6.7266 0.5762 1.4772 -2.0971 -0.8409
Si 9.5965 9.3788 1.3576 1.5188 -0.0494 0.244
Si 0.2743 2.5022 2.8949 -0.1685 -0.648 -0.4142
Si 2.5964 -0.0235 2.6798 0.0733 -0.8684 -0.6577
Si 0.2529 7.8777 2.571 -3.1248 1.1999 2.0345
Si 2.6354 5.4789 2.8 -0.3766 -1.201 0.3104
Si 5.2681 2.6438 2.5373 1.0411 -0.8775 1.0081
Si 8.2067 -0.1695 2.578 -0.2124 1.8589 -0.5325
Si 4.9324 8.2535 2.6958 0.0774 -0.1309 1.2515
Si 7.638 5.4514 3.5126 2.5494 -1.422 -3.5928
Si 1.1729 4.1637 4.191 1.291 -0.6679 0.6843
Si 4.0706 1.0777 4.0219 -0.1193 1.6283 -0.4229
Si 1.3962 9.2557 4.1587 -1.1595 1.687 -1.1756
Si 3.4719 7.0864 4.3091 1.84 0.3116 -0.157
Si 5.9569 3.9778 4.4061 1.5228 0.7665 -0.308
Si 9.2647 1.2931 4.0032 2.8703 -0.5448 -0.5475
Si 6.9125 9.4928 3.9659 -1.7889 -1.4327 0.0597
Si 9.4981 6.6851 4.253 -0.2867 1.3203 -0.6678
Si -0.0505 -0.0329 5.3329 -1.4697 -0.7677 -0.7617
Si 2.6259 2.3514 5.4424 0.2925 2.5623 -0.0755
Si -0.2579 5.4121 5.6823 1.1889 -1.334 0.4452
Si 2.409 8.4276 6.0081 0.7508 -0.8179 -1.5195
Si 5.5365 -0.0789 5.349 -0.5789 -0.4223 1.0912
Si 7.8069 2.4604 5.2136 -0.8483 2.4002 1.5226
Si 4.9448 5.8449 5.7814 -0.1432 -1.5923 -1.0146
Si 8.1391 8.1743 5.4866 0.8498 0.4476 -1.0507
Si 1.3068 1.0085 6.8286 0.6472 1.227 1.1124
Si 3.8623 4.0195 6.8848 -0.2866 -0.308 0.0804
Si 1.251 6.7889 6.9921 -1.1816 -0.4777 0.8023
Si 3.9567 9.7792 6.9964 0.2394 0.9093 -1.7597
Si 6.7416 1.2907 6.9078 -0.5788 0.3546 -0.218
Si 9.1785 3.7529 6.7588 1.6848 0.2728 -0.2017
Si 6.7598 6.9444 6.7564 -0.2784 -0.8838 1.5797
Si 9.383 9.6658 6.7709 0.5381 0.3296 0.2989
Si -0.0738 2.3789 8.2152 0.4771 1.9834 -0.4522
Si 3.0171 0.3759 8.4535 -1.4334 -0.3972 1.1185
Si 0.0671 8.5892 8.1193 0.5138 0.0656 -0.1249
Si 2.5607 5.3672 8.3479 2.0006 1.4308 -1.4726
Si 5.4262 2.7887 8.2384 -0.0641 0.6952 0.137
Si 8.1728 0.1805 8.3306 0.8831 -0.5005 0.0431
Si 5.4297 8.5524 8.0005 1.798 -2.046 1.7726
Si 8.4121 5.4359 8.1291 -1.7559 0.1644 0.097
Si 1.5315 3.8838 9.5858 -2.4356 -0.6895 2.1611
Si 4.4083 1.6927 10.0921 -0.8377 -0.2221 -1.0988
Si 1.4238 9.8524 9.7417 0.6882 -1.3346 -0.2569
Si 4.2479 6.945 9.2693 -2.3303 0.1874 -0.8065
Si 7.0428 3.8829 9.5469 0.2927 0.8331 0.6882
Si 9.5946 1.3545 9.8848 -0.5197 -0.1872 0.2776
Si 6.6882 9.8652 9.5764 -0.563 -2.5158 1.0392
Si 9.5488 7.2301 9.1639 -1.7044 -1.0927 1.3688
Si 0.3434 0.4116 11.2255 0.5105 0.0565 -0.2279
Si 2.7175 2.7052 11.4341 -1.8335 -1.0388 -1.1881
Si 0.1439 6.3067 10.6597 -0.5177 3.4469 -0.3931
Si 2.1687 7.5646 10.3629 -0.017 0.6907 -1.6346
Si 5.6658 0.1799 11.3277 -2.6693 -0.3913 -1.2133
Si 7.9234 2.3183 11.2396 -0.7426 0.5027 -0.0135
Si 6.426 5.4907 11.1911 -2.6398 -0.4149 -1.1114
Si 7.9783 8.1357 10.7732 -0.6715 -0.9933 -3.9232
Si -0.9952 -1.4953 12.9277 -2.0185 -0.1604 1.8503
Si -2.2057 6.5064 15.1615 -0.9499 -2.9866 -1.1273
Si 4.4681 9.6004 13.6676 0.0611 0.0828 0.0726
Si 11.0935 7.5587 13.5271 -1.2798 -2.1003 0.7282
Si -3.6237 -1.979 14.6399 1.6747 -1.1256 0.2308
Si -0.6264 3.6787 17.8066 4.2542 2.4755 1.1218
Si 7.629 2.7371 17.6377 -2.0306 -1.491 1.8823
Si 7.3434 4.049 13.6151 2.5152 -0.3622 1.2688
Si 5.5908 2.6287 15.3395 2.3263 -0.6144 0.6445
Si 3.6976 11.3001 16.192 -1.0988 -2.9007 -1.9009
Si 8.7774 10.9913 18.8011 -2.8042 -2.1895 -1.0435
Si 0.1885 10.0316 20.2618 1.1808 0.6496 1.4282
Si 5.4855 3.3699 19.7735 0.5122 -1.3126 0.1137
Si 1.867 -3.2098 20.2826 0.9034 -1.3447 -2.4171
Si 14.0906 1.3851 20.332 3.4726 0.6878 -3.5958
Si -2.7785 -2.4432 17.3454 -0.2597 -0.9996 1.2645
Si 3.3179 4.6121 14.1516 -0.3351 -2.672 -0.801
Si 5.9773 7.5095 19.5914 3.3224 1.2081 1.8552
Si 1.8374 4.8878 16.7495 -0.4715 5.0842 0.0609
Si 3.5693 5.7188 18.8224 0.6618 0.7661 0.3147
Si 9.6029 4.4118 20.729 2.92 -1.7546 2.1157
Si 7.1526 5.2767 21.2813 -4.2887 2.1494 1.7292
Si 2.9874 6.7108 13.2084 1.0731 4.3181 3.6164
Si 12.6271 2.1358 17.5166 -0.2837 0.0989 0.3941
Si 6.6762 9.8852 20.9114 0.5231 -0.5359 -4.0437
Si 13.7451 10.0157 18.8757 -1.6271 -0.0928 -1.1001
O 3.5179 -0.1566 -3.2509 0.2544 -0.5948 0.8334
O 5.9319 4.2194 -2.3525 2.1197 0.7032 1.6919
O 3.713 3.6093 -0.0929 -1.0751 -0.3596 1.3941
O 13.9421 5.9558 -6.0877 -1.707 -1.2701 -0.6317
O 2.4655 1.7238 -4.4715 -0.4976 0.1593 0.1428
O 2.625 1.6584 -1.6573 -2.0669 2.3582 3.1934
O -0.9697 4.8861 0.5122 -3.27 -2.944 4.8049
O 2.2036 5.9981 -3.6487 -0.1649 2.7232 1.3856
O 7.6203 -4.371 2.1418 -0.8067 -0.7446 -0.3052
O 5.62 -0.3575 -1.4717 1.2393 1.3185 2.907
O 8.2941 5.1442 -3.1961 0.3105 -0.2809 0.373
O 9.3342 3.0936 -1.5317 -0.5589 0.337 -0.9464
O 2.7375 7.9267 -1.7428 -1.0358 -0.1047 0.4578
O 7.3744 5.3385 -0.481 0.4944 1.2751 0.8505
O 7.9893 9.2153 -1.6591 -0.7542 0.1104 -0.0184
O 8.7341 15.0403 2.676 -3.6887 2.0506 2.868
O -0.2777 -0.0869 12.6643 -0.149 -0.085 -0.3666
O -0.2613 -4.1662 12.1854 1.1956 -0.0317 -0.2543
O 1.5421 1.3885 11.6912 2.0062 2.5626 0.2138
O 4.3739 -0.2649 12.3578 1.4683 -0.589 -0.642
O 0.4019 4.7988 10.5569 1.0375 -4.1664 -0.5808
O 4.9084 6.0741 10.4238 3.2577 -1.419 2.9205
O 2.5511 6.7734 11.7457 -0.211 -0.9919 -1.2209
O 4.4762 14.6253 14.9759 -0.4786 0.4812 -0.2264
O 0.2718 -5.8304 17.239 -0.535 -1.7686 -0.3613
O 8.2759 3.4767 12.3901 0.909 -1.3067 -0.4675
O 6.8738 1.0474 11.8677 2.7623 2.5284 0.2907
O 6.2594 4.8111 12.7247 -1.6613 1.6391 -0.9812
O 7.3244 6.7977 11.4318 -0.0939 0.4881 0.3527
O 8.8983 8.9687 11.6996 1.7992 1.5097 1.4039
O -3.8703 -1.8896 16.2652 0.8671 0.9484 -0.8927
O 3.173 3.5659 12.7608 -0.755 0.5721 1.0285
O 3.6797 10.2215 17.4344 -0.9334 1.497 0.8305
O -2.1559 7.0537 16.6739 0.522 0.773 0.0222
O 8.1215 4.8655 14.8523 0.0222 1.057 -1.123
O 7.433 7.2269 14.3997 -0.5752 2.4834 -0.2367
O 10.1419 6.5862 14.5205 0.5649 1.2524 0.2883
O 4.7876 6.8158 18.9417 -2.539 -2.3332 -1.2546
O -7.2668 -0.5266 14.8442 -0.1717 -1.6801 -0.8044
O -14.4049 10.6984 19.5833 0.032 -0.656 1.9225
O -0.9538 0.2422 19.8994 -0.7137 -0.1175 0.0531
O -2.639 1.2339 17.7595 1.1867 0.1912 -0.6203
O -2.0827 3.7489 17.3677 -1.57 0.9825 -1.5043
O 6.1445 9.7828 13.8968 -1.6514 -1.4958 0.0097
O 9.2022 -1.3076 17.9169 -1.7892 0.169 -0.0601
O -2.1547 9.4355 14.1179 0.0157 0.6577 0.6536
O 5.0755 1.0849 15.7207 0.9129 3.3892 0.4564
O 2.0182 15.6284 15.1802 0.782 -0.4088 -2.3049
O 2.7522 8.469 19.1307 -0.6737 -1.6617 0.5199
O 6.4717 14.014 16.6279 -1.4371 -0.4618 -0.524
O 7.2124 7.7503 18.508 -0.5851 -0.1235 1.4056
O 10.2981 3.7195 19.4022 -0.1931 1.2497 2.6367
O 6.862 13.5005 14.2471 -2.6254 0.3253 0.5838
O 1.7513 7.5496 14.0795 -0.3265 -1.5497 -1.129
O 11.193 -2.5066 20.1602 1.3597 -0.5567 1.336
O 17.8068 -8.0267 19.109 -1.334 1.3245 -0.3424
O 4.2892 4.3167 19.2784 -1.1775 1.1871 -2.1485
O 5.5347 19.8355 20.1137 1.515 0.2715 0.4452
O 0.072 2.2415 17.567 2.5158 -0.5791 -1.3591
O 2.336 1.3467 16.1535 0.1567 0.3399 2.2497
O 4.0592 8.0145 13.3093 1.1031 1.1612 0.8185
O 4.7138 2.0257 20.1487 -0.7407 -0.3698 0.4327
O 10.4488 5.6176 21.6413 -0.113 -1.3979 -1.7184
O 12.0212 3.9089 22.6877 2.2201 -2.4346 -0.0097
O 1.1922 10.4605 19.0501 2.0353 -0.3332 -0.2457
O 2.3162 3.653 17.4661 1.0974 -4.7422 1.3465
O 6.4382 6.7766 21.0611 0.4429 -0.3776 -2.3995
O 11.2982 -0.4002 21.9464 -0.4096 -1.0522 -2.1882

Results
free energy: -43071.887 eV
free energy less fixed offsets of O -463.61, Si -117.95 eV per atom: 12.693 eV
pressure: -1.48 GPa
stress xx, yy, zz, yz, xz, xy (GPa, positive in tension): 0.37, 1.83, 2.24, 0.55, -0.39, 0.86

The program warned: the forces do not sum to zero within the program's tolerance.
